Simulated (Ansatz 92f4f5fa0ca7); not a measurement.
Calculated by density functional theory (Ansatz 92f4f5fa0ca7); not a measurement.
Periodic cell of 254 atoms, Si166O88, from a study of silicon, its oxide and their interface. The atomic structure is a simulated model.
Doubt: the cutoff is far below the 930 eV that the study's wrapper takes by default for these files, so forces and energies are approximate.
This geometry differs little from another in the collection (a relaxation step or a small displacement).

Settings
functional: PBE
potential files: Ansatz PAW
basis: plane waves
wave-function cutoff: 580 eV
density cutoff ratio: 5
exchange-correlation grid ratio: 1
k mesh: 1 x 1 x 1, Gamma-centred
self-consistency stop: 5e-08 eV per atom in the density residual
occupations: fixed
spin: none
net charge: 0

Cell vectors (angstrom)
a	10.938	0	0
b	0	10.938	0
c	0	0	36.8586

Atoms and the computed forces on them: element, x, y, z (angstrom), force x, y, z (eV/angstrom)
Si	0	0	0.683	-0.0052	0.0169	0.0072
Si	5.469	0	0.683	-0.0387	0.0402	0.0166
Si	2.7345	2.7345	0.683	-0.0202	0.0303	-0.0009
Si	8.2035	2.7345	0.683	-0.0438	0.0397	0.0011
Si	0	5.469	0.683	-0.0393	0.0328	0.0063
Si	5.469	5.469	0.683	-0.0198	0.0159	0.0138
Si	2.7345	8.2035	0.683	-0.0162	0.0342	-0.0017
Si	8.2035	8.2035	0.683	-0.0136	-0.0113	-0.0118
Si	1.3673	1.3673	2.0503	-0.0331	0.0957	0.0281
Si	6.8362	1.3673	2.0503	0.0037	0.0644	0.0612
Si	4.1018	4.1018	2.0503	-0.0878	0.0352	0.0394
Si	9.5708	4.1018	2.0503	-0.1021	0.0402	-0.0018
Si	1.3673	6.8362	2.0503	-0.0268	0.0785	0.0392
Si	6.8362	6.8362	2.0503	0.0232	0.0698	0.0071
Si	4.1018	9.5708	2.0503	-0.0587	-0.0204	0.0188
Si	9.5708	9.5708	2.0503	-0.1257	0.0437	0.0431
Si	2.7345	0	34.8071	0.081	-0.0503	0.0922
Si	8.2035	0	34.8071	0.0186	0.0046	-0.0716
Si	0	2.7345	34.8071	-0.0132	-0.058	-0.1135
Si	5.469	2.7345	34.8071	0.1008	-0.0477	0.1362
Si	2.7345	5.469	34.8071	0.0684	-0.0158	-0.1533
Si	8.2035	5.469	34.8071	0.0473	-0.1431	0.0716
Si	0	8.2035	34.8071	0.0483	-0.0477	0.1355
Si	5.469	8.2035	34.8071	0.0497	-0.026	-0.103
Si	4.1018	1.3673	36.1744	0.0341	-0.0304	0.0019
Si	9.5708	1.3673	36.1744	-0.0019	0.0063	0.0114
Si	1.3673	4.1018	36.1744	0.0412	-0.0424	-0.0156
Si	6.8362	4.1018	36.1744	0.0261	-0.0381	0.0146
Si	4.1018	6.8362	36.1744	0.0197	-0.0358	-0.0013
Si	9.5708	6.8362	36.1744	0.043	-0.0097	-0.0049
Si	1.3673	9.5708	36.1744	0.0353	-0.0421	0.004
Si	6.8362	9.5708	36.1744	-0.0061	-0.0071	0.0021
Si	-0.2294	0.3717	26.5527	-0.0032	-0.0059	-0.0352
Si	5.6301	-0.1981	26.9112	-0.0025	0.0002	-0.0106
Si	2.5289	3.0673	26.6272	-0.0162	0.0099	0.0047
Si	8.4318	2.4937	26.9492	-0.0052	0.0097	0.0027
Si	0.7263	4.7927	26.4876	0.0012	-0.0091	0.0003
Si	5.0097	5.8225	26.8516	0.0091	-0.0039	-0.0004
Si	3.4407	7.5946	26.6458	-0.0178	0.0051	-0.0001
Si	7.3845	8.235	26.2124	-0.0093	0.0073	-0.0095
Si	1.4164	1.4131	27.9232	0.0126	-0.0009	0.0172
Si	6.928	1.2474	28.2123	0.0013	0.0068	0.0008
Si	4.1039	4.0462	28.0498	-0.0029	-0.0071	0.0122
Si	9.8298	4.0718	27.9568	0.0012	-0.0042	-0.0084
Si	1.5622	6.6533	27.763	0.0097	0.0081	-0.0046
Si	6.765	6.82	28.0045	0.0042	-0.0039	0.0011
Si	4.131	9.4009	28.0639	0.0014	0.0008	0.0031
Si	9.714	9.5148	27.742	0.0002	0.0001	-0.0023
Si	2.7322	-0.0548	29.2687	-0.0051	0.0038	-0.0052
Si	8.3426	-0.1886	29.3734	0.0005	0.0045	0.004
Si	0.0885	2.681	29.4237	0.0009	-0.0012	0.0009
Si	5.5045	2.6898	29.3866	-0.0059	0.0034	-0.0025
Si	2.7702	5.4213	29.4102	0.0024	-0.002	-0.0041
Si	8.3197	5.4692	29.2113	-0.0009	0.0021	-0.0015
Si	0.1129	8.094	29.1062	0.007	-0.0082	0.0003
Si	5.5116	8.1535	29.4886	-0.0077	-0.0017	0.0062
Si	4.103	1.3098	30.6949	-0.0008	-0.0002	-0.0057
Si	9.632	1.2833	30.7189	0.0085	-0.0029	-0.0008
Si	1.4078	4.0699	30.7783	0.0018	-0.0036	-0.007
Si	6.9204	4.1062	30.6464	0.0002	-0.0022	0.0015
Si	4.1218	6.7868	30.7806	0.0041	0.0019	-0.0058
Si	9.6477	6.8322	30.6073	-0.0033	0.0004	-0.0042
Si	1.3698	9.5035	30.613	0.0026	0.0066	0
Si	6.9049	9.5202	30.7817	-0.0001	-0.0078	-0.0035
Si	0.0473	-0.0701	32.0678	-0.0051	0.003	-0.0059
Si	5.4985	-0.0199	32.0792	-0.0007	0.0023	-0.002
Si	2.7708	2.6883	32.0996	-0.0022	-0.0008	-0.0014
Si	8.2374	2.6987	32.0397	-0.0036	-0.001	-0.0062
Si	0.0066	5.4621	32.0627	0.0018	-0.0013	0.0001
Si	5.5329	5.4283	32.0784	-0.0025	0.0036	-0.004
Si	2.7352	8.194	32.066	0.0009	-0.0041	-0.0036
Si	8.281	8.149	32.0775	-0.0017	0.0052	-0.0024
Si	1.3716	1.3439	33.4428	0.0023	-0.0012	-0.0024
Si	6.8408	1.3757	33.4349	-0.0003	0.0013	-0.0015
Si	4.1268	4.0872	33.4417	0.0018	-0.0026	-0.0012
Si	9.569	4.0968	33.4271	0.0008	0.0008	-0.0007
Si	1.3603	6.8384	33.4375	-0.0001	0.0018	-0.0001
Si	6.8607	6.8288	33.442	0.0006	-0.0022	-0.004
Si	4.1008	9.5689	33.4358	-0.0015	0.0015	-0.0006
Si	9.5843	9.5602	33.4478	0.0011	-0.0006	-0.0028
Si	2.7241	0.0016	3.4186	0.0007	0.0004	-0.001
Si	8.1971	0.0095	3.4313	-0.0004	-0.0006	-0.0002
Si	-0.0157	2.7416	3.417	-0.0005	0.0018	0.0004
Si	5.4599	2.7399	3.4227	-0.0009	-0.0004	-0.0005
Si	2.7301	5.4813	3.4221	-0.001	-0.0001	0.0007
Si	8.1946	5.4737	3.4271	0.001	-0.0001	-0.0007
Si	-0.0161	8.2078	3.4228	-0.0007	0.0017	-0.0001
Si	5.48	8.2201	3.4169	-0.0012	-0.0014	0.0006
Si	4.0824	1.3758	4.7855	-0.0024	0.0013	0.0028
Si	9.5379	1.4047	4.803	0	0.0005	0.0023
Si	1.3109	4.1469	4.7751	0.002	-0.0025	0.0027
Si	6.7933	4.138	4.7982	0.0019	0.0002	0.0029
Si	4.0984	6.8725	4.7727	-0.0008	0.0027	0.0023
Si	9.5299	6.8702	4.8028	-0.0005	-0.0008	0.0049
Si	1.3025	9.6258	4.7853	0.0027	-0.0036	0.0029
Si	6.796	9.6193	4.8113	0.0028	-0.0015	0.003
Si	-0.0539	0.0594	6.2055	-0.0007	0.0014	0.0022
Si	5.4307	0.0441	6.2183	0.0007	0.0003	-0.0018
Si	2.6685	2.7474	6.0849	0.0026	0.0014	-0.0017
Si	8.1409	2.7627	6.1613	0.0002	0.0001	-0.0045
Si	-0.0497	5.5129	6.1803	-0.002	0.0021	0.0012
Si	5.4294	5.511	6.1833	0.0015	-0.0004	0.0019
Si	2.7211	8.2778	6.0797	-0.0019	-0.001	-0.0028
Si	8.1608	8.2588	6.1678	0.0004	-0.0031	-0.0048
Si	1.3305	1.4658	7.5449	0.0007	0.0012	-0.0053
Si	6.7972	1.4295	7.6017	-0.0009	0.0025	0.0024
Si	4.0042	4.0857	7.4521	-0.0034	-0.0037	-0.0096
Si	9.4639	4.1447	7.5336	-0.0018	0.0023	-0.0034
Si	1.3935	6.9287	7.4396	-0.0004	0.0045	-0.0057
Si	6.7693	6.9416	7.5525	-0.0027	0.0059	-0.0009
Si	3.9707	9.6488	7.5442	-0.0061	0.0018	-0.0023
Si	9.4834	9.6419	7.5711	-0.0054	0.0044	0.0014
Si	2.6733	0.1355	8.9799	0.0034	-0.0021	-0.0006
Si	8.1174	0.0514	9.0427	0.0085	0.0009	-0.0004
Si	-0.0824	2.8017	8.9009	-0.0041	-0.0078	0.0032
Si	5.3239	2.7828	8.902	0.0023	-0.0061	-0.0017
Si	2.6727	5.4775	8.7882	0.0016	0.0027	0.0017
Si	8.1246	5.5532	8.9138	0.0057	-0.0002	-0.0009
Si	0.0785	8.3318	8.7994	0.0011	-0.0047	-0.0076
Si	5.3141	8.2888	8.9062	0.0042	-0.0066	0.0001
Si	4.2024	1.2821	10.4209	-0.0103	0.0122	-0.0068
Si	9.7652	1.2354	10.3079	-0.0184	0.0115	-0.0149
Si	1.0556	4.4446	10.1638	0.0174	-0.0136	0.0005
Si	6.4387	4.4085	10.1481	0.0106	-0.005	0.0069
Si	4.1854	6.6123	10.1636	-0.0139	0.017	-0.0083
Si	9.8433	6.756	10.0123	-0.012	0.0021	-0.0013
Si	1.1033	9.9214	10.2987	0.0105	-0.0036	0.0102
Si	6.3869	9.8774	10.2828	0.0177	-0.0117	-0.014
O	-0.0541	0.0903	10.7818	0.0028	-0.0032	0.0046
O	5.3591	5.5531	10.7	0.0094	-0.0076	0.0072
O	5.3331	0.1147	10.8423	-0.0011	-0.0018	0.0102
O	-0.0113	5.6417	10.5907	-0.008	0.0066	0.0083
O	9.3237	7.7625	11.2085	-0.0006	0.0018	0.0015
O	3.522	1.9536	11.8005	0.0004	-0.0005	-0.0007
O	6.907	8.9559	11.5611	-0.0021	-0.0048	0.0088
O	3.2842	7.1163	11.4447	-0.0037	-0.0012	0.0027
O	9.1931	2.0485	11.6465	0.0021	0.0007	0.0061
O	6.9422	3.5	11.4339	-0.0022	0.0008	-0.0024
O	1.848	9.3466	11.6719	-0.0007	0.0017	-0.0051
O	1.681	3.8419	11.5515	-0.0007	0.0012	-0.0009
O	2.7472	0.7892	24.2882	-0.0001	0.0072	-0.01
O	7.1416	7.4436	24.7754	0.0021	0.002	0.0003
O	-1.4984	1.3852	26.241	0.0063	-0.0039	-0.0025
O	4.7485	0.8021	25.9625	-0.0067	-0.0029	-0.0058
O	6.5661	-1.28	26.073	0.0046	-0.0116	0.0002
O	5.3585	5.4934	25.245	-0.0025	-0.0023	-0.0032
O	7.5029	3.278	25.8172	-0.0009	0.0013	-0.0043
O	8.9571	8.6252	26.5251	0.0093	0.0037	0.0016
Si	3.1093	3.8133	20.4092	0.0004	0.0013	0.0012
Si	6.1099	1.7111	23.0321	0.0047	0	0.0023
Si	9.5357	9.9111	14.5229	-0.001	0.0022	-0.0009
Si	4.4457	7.8851	14.7904	-0.0006	0.003	0.0014
Si	1.5935	-0.3257	24.1038	-0.0031	-0.0152	-0.0002
Si	6.8071	6.833	18.2915	-0.0022	-0.0023	0.0015
Si	5.36	9.8867	22.5351	0.0004	0.0031	0.002
Si	0.2305	4.2979	21.4149	0.001	-0.0004	-0.0031
Si	10.8729	3.43	17.1739	0.0009	-0.0015	0.0025
Si	4.199	4.726	14.7437	-0.0049	-0.0028	0.0008
Si	6.9903	9.1071	16.2876	0.0007	0.0017	0.0031
Si	8.1132	4.104	17.5906	0.0015	0.0006	0.0047
Si	2.6127	11.7873	16.9154	-0.0002	0.0002	0.002
Si	4.9349	-0.4795	18.0919	0	0.0003	0.0012
Si	11.5537	1.4146	14.7845	0.0011	0.0002	-0.0016
Si	4.0974	6.3026	22.0394	0.0032	-0.0023	0.003
Si	4.0184	7.5992	19.1126	-0.0001	-0.0006	0.0012
Si	8.2476	8.3621	12.2661	0.001	-0.0007	-0.0048
Si	0.9208	-0.8428	18.5809	0.0019	0.0006	-0.0014
Si	8.7594	5.7674	13.7211	0.0001	0.0031	-0.0022
Si	14.2495	8.1135	24.293	-0.0072	0.0021	0.003
Si	9.2513	10.5489	19.8851	-0.0021	-0.0002	-0.0005
Si	2.8997	3.9243	17.4196	0.0012	0.0016	0.0037
Si	10.1647	6.9816	22.2292	-0.0016	0.0018	0.0018
Si	10.8138	4.8647	24.2409	-0.0016	-0.0022	0.0012
Si	4.643	1.1592	20.6622	0.0009	-0.0017	0.0011
Si	8.0256	3.6068	24.3036	0.001	0.0012	0.0014
Si	6.3768	6.1296	24.1357	0.0079	0.0002	-0.0039
Si	7.115	3.6185	14.9836	0.004	-0.0021	0.0016
Si	-1.5378	2.5638	19.6444	-0.0003	-0.0021	0.0005
Si	3.8163	12.7035	25.0337	0.0137	0.0006	-0.0037
Si	7.5945	8.2646	20.8858	-0.0015	0.0002	0.0021
Si	2.4665	2.9275	12.6413	0.0006	0.0005	-0.002
Si	2.1311	7.7592	16.9506	0.002	-0.0001	0.0025
Si	2.5918	8.1439	12.5036	0	-0.0013	-0.0041
Si	0.5723	9.6188	21.4869	0.0021	0.0016	0.0021
Si	8.2507	3.1757	12.3521	-0.0002	-0.0027	-0.0059
Si	0.3913	7.3145	14.6312	0.0027	-0.0015	-0.0004
O	4.5533	17.2261	14.3723	0.0017	-0.0001	-0.0043
O	14.5102	4.8264	16.2503	0.0012	0.0006	-0.0035
O	9.6369	3.7259	24.3498	-0.0025	-0.0001	-0.0044
O	7.2426	7.0525	19.8527	-0.001	-0.0027	-0.0048
O	7.1747	5.3861	17.7182	0.0005	-0.0006	-0.0024
O	5.0788	0.7627	19.1429	-0.0007	-0.0006	-0.0035
O	7.9134	7.09	13.239	0.0004	-0.002	0.0002
O	1.7675	0.5577	15.5588	0.0016	-0.0006	-0.0009
O	-0.4167	2.4451	18.445	-0.0003	0.0006	-0.0022
O	0.3884	8.119	22.0871	-0.0003	-0.0001	-0.0022
O	9.0139	4.622	12.5641	-0.0008	0.0023	-0.0002
O	1.3034	4.2436	17.4761	-0.0001	0.0003	-0.0026
O	5.8935	8.554	15.182	0.0026	-0.0004	-0.0035
O	1.3186	10.6171	22.5105	0.0001	-0.0015	-0.0033
O	3.2042	3.9666	13.6787	0.0041	0.0025	0.0028
O	7.4854	5.0213	23.7411	0.0001	-0.0031	-0.0003
O	1.3725	9.5487	20.0599	0.0007	-0.0003	-0.0045
O	7.7397	2.6398	13.8191	-0.0029	0.0005	0.0027
O	2.0066	9.08	24.486	0.0015	0.0045	-0.0027
O	10.6426	8.7692	14.8715	0.0001	-0.0004	-0.0031
O	-0.4647	5.7681	21.1677	0.0002	-0.0029	-0.0012
O	10.0613	10.3095	21.2703	-0.0009	0	-0.0011
O	5.8618	1.9351	21.431	-0.0014	-0.0004	-0.0063
O	4.8609	2.3747	23.9016	0.0011	-0.0013	-0.0006
O	8.0431	-1.456	19.8902	0.0009	0.0009	-0.0031
O	11.6992	4.2559	22.9758	-0.0002	0.0002	-0.003
O	8.1831	3.4909	19.0952	-0.0005	0.0014	-0.0023
O	-0.8744	3.1548	21.0173	-0.0003	-0.0009	-0.0023
O	7.8226	5.092	14.8613	-0.0024	-0.0017	-0.0006
O	-1.3073	4.4851	17.0824	-0.0015	0.0009	-0.0037
O	5.5238	3.7843	14.7599	-0.0004	0.0008	-0.0037
O	3.3951	2.2194	20.6627	-0.0003	0.0009	-0.0011
O	0.3075	0.0101	25.0357	0	0.0009	0.0134
O	3.1239	2.3797	16.9771	-0.0006	-0.0018	-0.0033
O	3.0629	6.8646	23.2129	0.0027	-0.003	-0.0048
O	13.5627	7.1216	18.3807	-0.001	-0.0001	-0.0026
O	1.467	7.3673	13.4015	-0.0038	-0.0009	0.0015
O	3.5824	4.2023	18.8838	0.0001	0.0003	-0.0033
O	3.7836	8.6767	13.5035	0.0035	-0.0015	0.0018
O	10.2153	6.1905	14.2871	0.0013	0.0002	-0.0019
O	3.9175	-0.0976	16.8831	-0.0004	-0.0006	-0.0034
O	10.2393	6.3434	23.7486	-0.0003	0.0007	-0.005
O	7.5429	2.3915	23.3513	0.0007	0.0011	-0.0031
O	7.4428	3.0742	16.4912	-0.001	-0.0018	-0.0022
O	5.5784	6.3922	22.735	-0.0077	-0.0005	-0.0062
O	11.0106	2.606	15.7689	-0.001	0.0011	-0.0027
O	8.2772	9.8176	15.5728	-0.0014	-0.0005	-0.0029
O	10.2832	11.365	14.4786	-0.0014	-0.0011	-0.0017
O	10.2375	10.3067	18.5997	0.0005	-0.0006	-0.0034
O	1.2899	9.0845	17.3753	-0.0001	-0.0003	-0.0036
O	6.2293	11.0357	23.3191	-0.0028	-0.0015	-0.005
O	6.3471	8.8684	21.7364	0.0012	-0.0012	-0.0015
O	1.5098	4.0716	20.4606	0.0011	-0.0004	-0.0013
O	8.936	9.6169	13.0354	0.0008	0.0011	0.002
O	3.4563	8.0979	16.0695	-0.0017	-0.0012	-0.0009
O	3.8171	4.7653	21.5462	-0.0006	-0.0014	-0.005
O	7.491	7.8773	17.2396	0.0004	0.0001	-0.0033
O	8.705	1.1247	19.9104	0.0001	0.0004	-0.0012
O	1.1338	6.8639	16.0203	0.0004	-0.0009	-0.0026
O	4.3201	9.198	18.9355	-0.0003	-0.0007	-0.0025
O	1.3305	2.043	13.4457	-0.0022	-0.002	0.0012
O	4.3518	-0.2271	21.5144	0.001	0.0016	-0.0033
O	4.5079	9.0356	23.6332	0.0021	0.0015	-0.0065
O	5.1874	6.8471	18.2793	0.002	0.0002	-0.0018
O	3.9832	7.2513	20.707	-0.0005	0.0021	-0.0057
O	1.7162	0.546	18.2556	0.0014	0.0001	-0.0034
O	6.3401	-0.7492	17.3271	0.0006	-0.0007	-0.004
O	8.72	7.6769	21.9155	-0.0006	0.001	-0.0028

Results
free energy: -155577.158 eV
free energy less fixed offsets of O -568.88, Si -635.61 eV per atom: -4.458 eV

The program warned: the cutoff lies below the one the program advises for these potential files; the exchange-correlation potential is rough where the density is thin.
